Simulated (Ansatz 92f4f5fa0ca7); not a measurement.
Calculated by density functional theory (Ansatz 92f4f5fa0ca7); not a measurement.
Periodic cell of 158 atoms, Si90O68, from a study of silicon, its oxide and their interface. The atomic structure is a simulated model.

Settings: functional r2SCAN; potential files Ansatz norm-conserving; basis plane waves; wave-function cutoff 1300 eV; density cutoff ratio 4; exchange-correlation grid ratio 1; k mesh 2 x 2 x 1, shifted by 0.5 0.5 0.5 of a step; self-consistency stop 5e-08 eV per atom in the density residual; occupations Fermi-Dirac, 0.05 eV; spin none; net charge 0.

Cell vectors (angstrom)
a  10.88  0  0
b  0  10.88  0
c  0  0  22.3054

Atoms: element, x, y, z (angstrom)
Si  0.0655  -0.1085  0.3414
Si  3.2297  2.0913  -0.2379
Si  -0.5034  5.6723  -0.2448
Si  2.1456  8.495  -0.0782
Si  4.9058  0.4854  0.0211
Si  8.8914  2.1091  -0.324
Si  5.4539  4.9263  -0.5716
Si  8.4026  8.0412  -0.0605
Si  1.603  1.3684  1.5009
Si  4.1029  3.8951  1.0645
Si  1.1817  6.7626  1.0651
Si  4.2753  9.9773  1.7618
Si  7.0414  1.4291  1.0766
Si  9.5384  3.9353  1.2083
Si  6.9699  6.9147  1.278
Si  9.5106  9.5796  1.4281
Si  0.1318  2.8404  2.6223
Si  2.812  -0.1142  3.0987
Si  -0.0652  8.0674  2.571
Si  2.645  5.4087  2.5423
Si  5.4539  2.728  2.5759
Si  8.2489  0.0999  2.7434
Si  5.6131  8.3357  2.6926
Si  8.1056  5.2547  2.6792
Si  1.2876  4.2733  4.1322
Si  4.0166  1.6205  4.1507
Si  1.0889  9.5556  4.1399
Si  4.0408  6.758  3.8126
Si  6.6711  4.0778  4.0017
Si  9.7358  1.4155  3.9173
Si  6.9086  9.5642  4.2065
Si  9.4604  6.7832  3.9292
Si  -0.1351  0.0483  5.4653
Si  2.4829  2.684  5.6468
Si  -0.2495  5.4707  5.715
Si  2.6375  8.2344  5.342
Si  5.2553  -0.0686  5.4098
Si  8.1686  2.6002  5.4006
Si  5.2927  5.3631  5.4314
Si  8.1264  7.9493  5.4431
Si  1.3459  1.1357  6.8954
Si  3.9884  4.0549  6.8795
Si  1.3205  6.9339  6.7337
Si  4.0119  9.3327  7.0254
Si  6.6942  1.4615  6.6025
Si  9.4771  3.6749  6.8984
Si  6.8201  6.5781  6.9934
Si  9.5034  9.5937  6.7983
Si  -0.169  2.3813  8.3149
Si  2.8028  -0.0274  8.4313
Si  0.0092  8.3803  8.2993
Si  2.4067  5.4337  8.0632
Si  5.3972  2.7676  8.1017
Si  7.8653  0.1711  8.1644
Si  5.2705  7.9776  8.2991
Si  8.1509  5.0823  8.3536
Si  1.1348  3.9159  9.5148
Si  4.4696  1.1286  9.4437
Si  1.6074  9.3705  9.7216
Si  3.653  6.8849  9.4286
Si  6.8676  3.81  9.8719
Si  8.9818  1.6079  9.6687
Si  6.5167  9.7025  9.3311
Si  9.7947  6.1113  9.9435
Si  -0.9842  -4.9008  14.6972
Si  2.8972  2.6535  11.7847
Si  4.3338  7.4638  13.6584
Si  13.1364  1.7099  14.7584
Si  -0.207  3.4229  15.4306
Si  11.3713  9.8457  15.0414
Si  1.7237  -2.2206  12.4512
Si  4.8231  5.0506  11.7753
Si  8.7536  10.0334  11.4774
Si  7.766  5.9803  18.3125
Si  10.2743  7.3804  11.9049
Si  -0.2791  -5.0118  17.2925
Si  4.0484  -5.5196  19.0985
Si  -4.2072  11.6942  18.291
Si  -4.4317  -2.8139  15.3515
Si  3.881  0.8532  16.785
Si  3.7447  -1.4803  20.0998
Si  1.2849  5.2435  19.4803
Si  2.2841  9.4227  17.5161
Si  -6.8058  -3.6498  16.7438
Si  2.6779  2.7148  18.9413
Si  -2.5334  10.4211  14.5789
Si  7.2916  3.2898  20.0488
Si  7.2752  5.2193  16.0317
Si  6.7563  8.8411  19.5476
Si  7.8741  2.0009  15.8732
O  -3.5106  -2.1246  -1.1778
O  -0.7782  1.0165  -0.6863
O  -7.465  -0.7169  -5.7161
O  2.6408  2.2144  -1.8425
O  -5.0053  6.2627  0.2541
O  0.2788  5.3374  -1.6033
O  0.9681  9.6177  -0.4821
O  3.1623  8.1735  -1.3391
O  7.8073  1.2333  -5.019
O  3.1592  -1.8766  1.1294
O  8.6829  2.761  -1.7464
O  7.1229  3.4811  -6.4182
O  6.4285  3.7181  -1.009
O  7.4343  4.5661  -3.1601
O  5.1442  -1.9892  -2.7343
O  9.3343  6.8924  -0.7298
O  4.0836  5.8125  10.5676
O  -1.0529  -0.2542  15.1261
O  5.308  -0.1932  9.8274
O  3.8198  1.5329  10.9389
O  2.6614  8.1188  9.9951
O  1.3751  9.8812  11.3389
O  -0.2517  4.2688  16.8601
O  4.9053  6.0591  13.0434
O  7.9607  2.6523  10.3981
O  6.2289  4.5886  11.1935
O  -1.6135  0.479  10.8381
O  12.5946  3.3288  10.8738
O  7.5346  9.3192  10.529
O  9.6474  7.441  8.9173
O  11.1061  5.0981  10.1502
O  -1.282  -4.3337  13.2701
O  3.2708  -2.4434  12.8348
O  2.2193  2.2561  13.2127
O  9.8763  8.9617  11.7561
O  3.93  3.7178  18.6803
O  2.9255  7.8998  17.5205
O  14.8644  3.769  11.9581
O  11.6875  -1.3963  16.66
O  11.8094  8.8496  13.8738
O  1.3734  0.2963  14.7837
O  10.935  15.6112  14.4183
O  1.0302  6.1503  18.162
O  4.4689  -4.8893  17.6875
O  -7.1846  1.6836  15.3764
O  -1.4132  2.298  15.4151
O  3.6419  -3.8496  15.1588
O  11.8732  7.2458  11.8571
O  7.2418  7.5721  18.7231
O  5.4767  8.2328  16.6579
O  8.6094  5.2275  15.1376
O  12.0923  2.6232  15.5944
O  7.1408  10.2851  18.9431
O  10.528  6.7461  15.9314
O  -2.7473  -0.4776  12.9559
O  -3.4593  0.8592  14.8864
O  -4.3611  1.9934  19.4094
O  2.7623  -5.1381  19.9945
O  -6.5524  10.8268  20.8837
O  -8.3485  9.8003  19.0365
O  -3.1805  -1.8922  15.2372
O  -4.42  -4.5099  15.2803
O  1.3996  3.739  18.9052
O  5.5518  -2.4097  14.0688
O  5.2629  0.9406  17.4563
O  5.1108  5.6091  20.3612
O  2.7503  1.5731  17.7726
O  9.3985  6.1936  18.2528

Results
free energy: -42138.920 eV
free energy less fixed offsets of O -463.61, Si -117.95 eV per atom: 2.060 eV
pressure: -0.62 GPa
stress xx, yy, zz, yz, xz, xy (GPa, positive in tension): -1.54, 1.74, 1.65, 0.49, 0.12, -1.17

Forces (eV/angstrom), in the order of the atoms: element, x, y, z
Si  1.6639  2.4628  -1.5616
Si  -1.2755  0.4744  0.4621
Si  0.3767  1.1671  1.1989
Si  0.3257  0.5022  0.9488
Si  0.5902  1.2223  0.6429
Si  1.5033  -0.653  2.5355
Si  -0.6087  0.4328  2.187
Si  -1.0738  1.4213  -0.174
Si  0.1117  -1.1967  -0.8277
Si  -1.2261  0.5802  -0.2915
Si  -0.1997  -0.7923  0.6533
Si  1.7841  -1.0939  -0.9185
Si  -0.9465  -1.1298  -0.2181
Si  -0.4042  0.0802  -0.9044
Si  -0.6622  -0.2434  1.5893
Si  -1.6049  -1.5959  0.1367
Si  0.9343  0.3281  0.2222
Si  -2.0434  3.3272  1.0623
Si  0.6676  0.5122  0.795
Si  0.1612  -0.235  -1.2402
Si  0.2698  -0.3351  -0.491
Si  -1.0997  -0.4897  -0.2405
Si  0.5356  -0.8931  0.3432
Si  0.2235  1.1251  -1.1038
Si  -0.3616  -0.6792  0.8863
Si  -0.3312  -1.6743  0.5623
Si  1.3035  -1.1859  -0.6374
Si  0.5282  1.3688  1.263
Si  0.7216  -0.6127  1.1591
Si  -1.306  0.6371  0.7954
Si  -0.4918  0.1029  -0.0177
Si  -0.1804  -1.4374  1.1354
Si  0.5231  0.177  -0.0935
Si  1.2348  1.4805  -1.2367
Si  0.6547  0.0753  -1.7552
Si  0.5623  -0.6311  -0.0674
Si  0.5938  0.7173  0.7221
Si  0.0035  0.7875  -2.3548
Si  0.4598  0.5434  -0.1534
Si  0.1921  1.2648  1.0036
Si  -0.3899  -0.2885  1.0073
Si  -1.4758  0.7508  -0.2623
Si  -1.3463  -0.0923  0.5509
Si  -0.7258  1.4293  -2.1679
Si  -0.9549  -1.5677  1.0513
Si  -0.2629  2.1573  0.2543
Si  -0.6238  0.2468  -0.5605
Si  -1.4983  -0.299  0.8584
Si  1.1732  0.0522  0.2491
Si  -1.0655  -0.1748  -1.8682
Si  -0.5419  -0.2362  -1.1907
Si  1.3233  -0.8885  0.4314
Si  1.1206  -0.1566  1.5117
Si  1.3109  0.1607  -2.2453
Si  2.5255  -0.47  -0.2844
Si  0.1391  0.0254  0.995
Si  -0.0761  1.1917  -1.2192
Si  -1.6087  0.2951  1.4993
Si  0.501  -0.1768  1.1777
Si  -1.7233  -0.4707  0.413
Si  -0.0226  -0.122  -0.9878
Si  -0.8334  -1.78  -0.1481
Si  -0.3865  -0.3558  0.0611
Si  -0.667  -0.1083  -0.2144
Si  2.0425  -2.1065  -1.8896
Si  -0.2648  -1.2666  -0.887
Si  -0.8038  0.2937  2.0655
Si  -4.7828  -0.4826  -1.7496
Si  1.3524  0.6347  1.6065
Si  -0.1107  3.8054  2.4914
Si  -0.5381  -0.2307  -1.0052
Si  -0.0612  1.9086  -0.7283
Si  -3.596  -0.9832  1.1307
Si  -0.0473  0.3151  -0.6394
Si  -2.7  -2.6435  0.6091
Si  0.9654  -2.15  -1.1712
Si  1.0589  -2.6361  1.6914
Si  -0.8184  0.6769  1.0662
Si  -2.7863  -1.5087  0.3767
Si  -2.9212  -0.0873  0.0601
Si  0.4211  1.9069  0.3361
Si  1.1919  -0.5134  -0.2936
Si  -0.1988  -1.4477  -2.9081
Si  2.9107  1.3293  -2.7797
Si  -0.201  0.7984  -0.4531
Si  -1.9708  -0.7152  -1.5003
Si  -1.4337  -1.5746  -1.3251
Si  1.0412  -2.421  0.6948
Si  -0.0613  0.1852  2.282
Si  2.0057  3.1355  0.1033
O  0.2451  -0.1995  -1.4111
O  -0.1687  -0.825  1.4254
O  -0.2181  1.8019  0.2073
O  0.961  -0.7584  2.2309
O  0.6071  -0.5167  -0.234
O  -0.2569  -0.5315  -0.6171
O  0.9072  -0.174  -0.0403
O  -1.0075  1.122  0.8049
O  1.2363  0.7245  -0.2726
O  -2.3004  -1.5605  -2.4783
O  0.7593  0.474  -1.1085
O  -0.8737  0.647  0.5744
O  -0.1548  0.1579  1.8305
O  0.6725  2.7163  -1.4453
O  0.3087  -1.0855  -0.9347
O  0.6309  -0.8831  -0.1986
O  -0.0598  1.2909  -0.0015
O  1.8253  -2.8545  -0.5843
O  0.8011  -0.0835  0.6466
O  -1.0636  0.7342  0.1524
O  0.9038  -0.6598  -0.2586
O  1.1225  -1.5325  0.1591
O  -1.0028  0.9751  0.2712
O  -0.6224  0.5648  -0.5731
O  -0.3817  0.8594  -0.1051
O  1.9288  -0.7171  -0.7943
O  1.3608  1.4862  -0.6377
O  1.2806  -1.6804  0.9519
O  1.4708  0.3214  1.9535
O  1.6117  0.1122  0.0737
O  -1.8681  1.4738  -0.4813
O  0.7774  3.5792  -2.7587
O  0.7473  -1.2951  0.1386
O  1.1445  -0.4718  -0.7174
O  0.5944  -1.8276  0.2831
O  0.8225  1.7181  0.6109
O  -2.4528  1.5762  0.8315
O  -0.1209  -0.2931  1.9314
O  1.6656  -0.5119  0.3588
O  -0.7421  -0.3032  0.1661
O  1.8206  0.53  -0.6214
O  -0.4914  -1.8962  -0.0794
O  -0.3455  0.3777  0.517
O  0.3263  -0.3108  0.1432
O  1.6899  -0.9377  0.9659
O  -0.3447  1.5268  0.1462
O  0.5438  -0.0579  -0.4602
O  1.1365  1.7859  1.2734
O  0.9795  -3.1568  -0.5065
O  -0.7456  -0.7607  0.004
O  -1.2133  -0.2966  0.809
O  -0.0851  0.722  -0.6866
O  -0.1351  0.5059  -0.5322
O  0.2872  1.654  0.6674
O  0.7201  -0.8181  -0.0775
O  -0.4792  -1.2032  -0.6333
O  0.3732  0.157  -0.0572
O  -1.4231  -0.2239  -1.0098
O  -0.9793  -2.7904  -1.404
O  0.4362  0.7642  1.6101
O  2.2498  1.7866  0.0562
O  -0.1637  1.3098  -0.2658
O  -0.0743  -0.7168  0.1148
O  -0.559  -0.6908  -1.2157
O  2.5765  -0.6301  0.9497
O  -0.9396  0.3812  -3.6155
O  0.272  0.0237  0.7481
O  -2.2186  0.1443  1.0984
